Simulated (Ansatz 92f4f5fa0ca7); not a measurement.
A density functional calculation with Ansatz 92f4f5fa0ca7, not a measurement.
Periodic cell of 221 atoms, Si132O87H1N1, from a study of silicon, its oxide and their interface. The atomic structure is a simulated model.
Doubt: the cutoff is far below the 930 eV that the study's wrapper takes by default for these files, so forces and energies are approximate.
This geometry differs little from another in the collection (a relaxation step or a small displacement).

Settings: functional PBE; potential files Ansatz PAW; basis plane waves; wave-function cutoff 580 eV; density cutoff ratio 5; exchange-correlation grid ratio 1; k mesh 1 x 1 x 1, Gamma-centred; self-consistency stop 5e-08 eV per atom in the density residual; occupations fixed; spin none; net charge 0.

Cell vectors (angstrom)
a 10.938 0 0
b 0 10.938 0
c 0 0 32.6422

Atoms and the computed forces on them: element, x, y, z (angstrom), force x, y, z (eV/angstrom)
Si -0.348 0.2977 25.1972 0.0466 -0.0509 0.0821
Si 5.752 -0.4229 25.1511 -0.0175 0.0968 0.1656
Si 2.5152 3.049 25.2074 0.0105 -0.0154 0.031
Si 8.4357 2.5915 25.2289 -0.0293 0.0315 0.0452
Si 0.2834 5.2729 25.1893 -0.0309 0.0412 0.0658
Si 5.0517 5.8287 25.2207 0.0282 -0.0068 0.0679
Si 2.9876 8.2642 24.9392 -0.0457 -0.0365 0.064
Si 8.1073 8.4073 25.2579 0.0497 -0.0561 0.0263
Si 1.3646 1.3863 26.4325 0.004 -0.0159 0.0055
Si 6.7645 1.3949 26.3893 -0.0217 -0.051 -0.0405
Si 3.9965 4.2356 26.593 0.0058 0.0132 -0.0126
Si 9.6357 4.1247 26.5419 -0.0139 0.0254 -0.0071
Si 1.3929 7.0035 26.3477 -0.0044 -0.0046 -0.0203
Si 6.8264 6.8329 26.4518 -0.0052 -0.036 0.0208
Si 4.1373 9.5481 26.5449 0.0235 0.0421 -0.0015
Si 9.547 9.6572 26.5993 0.0347 -0.0077 0.0015
Si 2.7283 0.0139 27.8298 0.0022 -0.0027 -0.0068
Si 8.1178 0.0656 27.8779 0.0006 0.0199 0.0133
Si 0.0255 2.7173 27.8825 0.0119 0.0063 0.0112
Si 5.4292 2.7756 27.8189 0.0006 -0.0021 0.0137
Si 2.6323 5.5943 27.8862 0.0135 0.0051 0.0037
Si 8.194 5.4695 27.8434 0.0024 0.0005 -0.0122
Si 0.0023 8.2357 27.8404 0.0039 0.0071 0.0013
Si 5.4896 8.1727 27.8875 0.0006 -0.0181 0.0138
Si 4.1018 1.3673 29.2239 -0.0451 0.1215 -0.2255
Si 9.5708 1.3673 29.2239 -0.1641 0.0663 0.1272
Si 1.3673 4.1018 29.2239 -0.1855 0.2636 0.1889
Si 6.8362 4.1018 29.2239 -0.0242 -0.1057 -0.161
Si 4.1018 6.8362 29.2239 -0.0496 0.0436 0.3375
Si 9.5708 6.8362 29.2239 0.017 0.0483 -0.2236
Si 1.3673 9.5708 29.2239 0.125 0.0609 -0.0781
Si 6.8362 9.5708 29.2239 -0.1568 0.0565 0.235
Si 0 0 30.5912 -0.0575 -0.0416 -0.025
Si 5.469 0 30.5912 0.0215 -0.0991 -0.0057
Si 2.7345 2.7345 30.5912 0.1117 0.0991 -0.0311
Si 8.2035 2.7345 30.5912 0.0591 0.0228 0.0075
Si 0 5.469 30.5912 -0.0162 -0.1614 0.0235
Si 5.469 5.469 30.5912 -0.0725 -0.0697 -0.0218
Si 2.7345 8.2035 30.5912 0.1389 0.0472 0.0305
Si 8.2035 8.2035 30.5912 0.0548 0.0917 -0.0245
Si 1.3673 1.3673 31.9584 -0.0345 0.0445 -0.0344
Si 6.8362 1.3673 31.9584 -0.0268 0.0001 -0.0383
Si 4.1018 4.1018 31.9584 0.0311 -0.0252 0.0062
Si 9.5708 4.1018 31.9584 -0.0597 0.0645 0.0028
Si 1.3673 6.8362 31.9584 -0.0297 0.0356 -0.0436
Si 6.8362 6.8362 31.9584 -0.0194 -0.0078 -0.0303
Si 4.1018 9.5708 31.9584 -0.0441 0.067 -0.0051
Si 9.5708 9.5708 31.9584 0.0138 -0.022 0.0124
Si 2.7345 0 0.6835 0.034 -0.0334 0.0216
Si 8.2035 0 0.6835 -0.0268 0.0235 0.0178
Si 0 2.7345 0.6835 -0.0183 0.022 0.0115
Si 5.469 2.7345 0.6835 0.053 0.0108 0.0239
Si 2.7345 5.469 0.6835 0.0427 -0.0516 0.0063
Si 8.2035 5.469 0.6835 0.003 -0.066 0.0416
Si 0 8.2035 0.6835 0.0542 -0.0612 0.0108
Si 5.469 8.2035 0.6835 0.0176 0.0151 0.0038
Si 4.1018 1.3673 2.0507 -0.0764 -0.0575 0.0342
Si 9.5708 1.3673 2.0507 -0.0249 0.008 0.026
Si 1.3673 4.1018 2.0507 0.0016 -0.0125 0.009
Si 6.8362 4.1018 2.0507 -0.0901 -0.0003 -0.0275
Si 4.1018 6.8362 2.0507 0.0284 -0.0121 0.0202
Si 9.5708 6.8362 2.0507 0.0684 0.1654 0.0066
Si 1.3673 9.5708 2.0507 -0.0631 0.0495 0.011
Si 6.8362 9.5708 2.0507 -0.0439 -0.0329 0.0016
Si 0 0 3.418 0.0618 -0.3547 -0.0696
Si 5.469 0 3.418 -0.2728 -0.4678 -0.1169
Si 2.7345 2.7345 3.418 -0.4328 -0.2167 0.0554
Si 8.2035 2.7345 3.418 0.0979 0.111 -0.1117
Si 0 5.469 3.418 0.4143 0.1933 0.2812
Si 5.469 5.469 3.418 0.1903 -0.06 -0.535
Si 2.7345 8.2035 3.418 -0.1358 -0.0449 0.3043
Si 8.2035 8.2035 3.418 0.4964 0.3483 -0.1044
Si 1.3379 1.2995 4.8213 -0.0009 -0.0242 -0.0211
Si 6.8507 1.317 4.7177 0.003 -0.0165 0.0008
Si 4.0817 4.1277 4.7123 -0.0048 0.0005 -0.0084
Si 9.6211 4.0838 4.7721 0.0069 0.0016 -0.0256
Si 1.3813 6.8638 4.8937 0.0029 -0.0068 -0.0014
Si 6.9202 6.7834 4.7024 -0.0366 0.0117 -0.0225
Si 4.11 9.5173 4.8296 -0.007 0.0055 -0.0182
Si 9.6233 9.5661 4.8513 0.0009 0.0247 -0.0113
Si 2.6715 -0.1123 6.2384 -0.0015 -0.0078 0.0019
Si 8.2093 0.0405 6.1518 -0.017 0.0182 0.0146
Si -0.0862 2.655 6.1855 -0.0207 0.0173 0.0409
Si 5.423 2.6762 5.9451 0.0103 0.005 -0.0115
Si 2.8457 5.4766 6.2048 -0.0103 0.0026 0.011
Si 8.3049 5.4983 6.1076 0.0182 -0.0233 0.0078
Si -0.009 8.2021 6.388 0.0323 -0.0041 0.0015
Si 5.5649 8.0702 6.0663 0.0158 0.0055 0.017
Si 3.8904 1.5639 7.315 -0.0044 0.0077 -0.0033
Si 9.0166 1.7788 7.5996 0.038 -0.0392 -0.0868
Si 1.6459 3.7848 7.2839 -0.0159 0.0359 -0.0271
Si 6.8319 4.0549 7.1485 -0.0012 -0.0132 0.0143
Si 4.7165 6.3566 7.4683 -0.0574 0.0357 -0.041
Si 9.2962 7.0074 7.6948 -0.011 -0.014 -0.0163
Si 1.319 9.5824 7.8383 -0.0024 0.0045 -0.0211
Si 7.1116 9.2833 7.3412 -0.0348 0.0348 -0.1517
O 1.381 4.1397 24.6972 0.0105 0.001 -0.0423
O 7.0182 9.5371 24.7891 0.0027 0.0385 -0.0411
O 2.7776 2.685 7.781 0.0295 -0.0341 0.0234
O 8.185 8.2007 7.9787 0.063 -0.0737 0.0389
O 5.7657 5.1275 7.9124 0.0382 -0.0327 0.0226
O -2.219 2.2773 18.7764 0.0053 0.003 0.0066
O 4.074 7.0243 24.5723 -0.0212 -0.0099 -0.0487
O 9.5187 1.4577 24.7009 -0.0228 0.0113 -0.0466
O 2.1884 8.5102 8.7548 0.0131 -0.006 0.0096
O 0.9416 4.3204 8.6658 0.0032 -0.011 0.0082
O 9.3721 1.1536 9.0927 0.0136 -0.0127 0.0449
O 6.4517 10.015 8.6341 -0.0386 0.0411 0.0937
O 4.6113 1.0513 8.6921 -0.0042 -0.0043 0.0006
O 4.4495 7.1761 8.865 0.0006 0.0081 0.0117
O 7.8766 2.9654 7.9211 -0.0081 0.024 0.0266
O 9.678 6.4043 9.2039 0.0046 -0.0147 0.0355
O 3.2298 2.4198 23.8727 0.0164 -0.0098 -0.0232
O 5.0299 -0.3913 23.6778 -0.0422 -0.0156 -0.1045
O 7.8297 3.4113 23.9318 -0.0098 0.0097 -0.0195
O 10.5927 5.8578 23.796 -0.0021 0.0033 -0.0136
O 8.7987 7.8223 23.8867 0.0111 -0.0137 -0.0239
O 0.0706 10.4641 23.8211 -0.0185 0.0157 -0.0204
O 5.5123 4.8318 24.0103 0.0159 -0.0155 -0.0229
O 1.1661 10.4678 21.4274 -0.0031 0.019 -0.0157
Si 4.1233 6.7496 12.1923 -0.0106 0.0117 0.0001
Si 8.4319 -2.3414 14.6114 0.0015 0.0013 -0.0024
Si 5.3191 2.8512 13.3255 -0.0009 -0.0033 0.0047
Si 6.7342 -4.0326 18.8861 0.0013 0.0022 0.0002
Si 8.5016 -9.6472 17.513 -0.0003 -0.0053 -0.0054
Si 1.7867 -3.227 18.2697 0.005 0.0009 0.003
Si 0.9535 9.5667 22.7984 0.0307 -0.0309 -0.0097
Si 11.7726 3.6079 10.1257 -0.0167 0.0025 -0.0037
Si 5.3405 10.7932 9.4992 -0.033 -0.0192 0.0139
Si 2.6407 4.0651 12.4261 -0.0046 0.0006 -0.0014
Si 13.3473 -5.4912 16.5202 -0.0023 -0.0005 -0.0047
Si -1.149 2.9469 19.8186 -0.0045 0.004 -0.0092
Si 10.9397 1.2093 15.4984 -0.0018 -0.0035 -0.006
Si 0.5201 -6.8167 14.515 -0.0004 -0.0037 -0.0016
Si 6.5112 0.3427 12.2433 0.0009 0.0023 -0.007
Si 0.3788 11.1906 20.157 0.0103 -0.0165 0.0025
Si 14.3462 -6.1013 20.5854 0.0104 -0.0022 -0.0026
Si 6.7859 -5.7817 11.928 0.0062 0.0036 0.0046
Si 5.4793 -2.0163 13.853 -0.0023 -0.0013 -0.0019
Si 6.485 3.8723 23.138 -0.0136 -0.0036 -0.0197
Si 9.52 0.0205 12.8346 0.0105 0.0031 -0.0113
Si 10.6999 0.665 9.9227 -0.0097 -0.0089 0.004
Si 1.7538 -0.3966 17.4774 0.0042 -0.0002 0.002
Si 4.1296 -3.2039 20.5112 0.0028 0.0102 0.0058
Si 9.1872 -4.9532 13.4905 0 0.0008 -0.0045
Si 0.917 -5.8854 18.9956 -0.0002 -0.006 -0.0013
Si 5.9301 2.4212 16.2408 -0.0012 -0.002 -0.0012
Si 4.0536 2.2684 22.4735 0.0066 -0.0061 -0.0027
Si 4.6961 -0.4289 16.379 -0.0003 -0.0022 0.0004
Si 9.9243 7.0861 22.9682 0.0145 0.0069 -0.0116
Si 7.5159 -1.4866 17.3766 0.001 -0.0001 -0.0065
Si 9.4275 5.574 10.5983 0.0167 -0.001 0.0013
Si -2.7075 5.2291 21.0583 -0.0071 0.0136 0.0088
Si 3.8512 -0.7697 22.6149 -0.0143 -0.0079 0.0041
Si 4.9632 4.8189 17.712 -0.0007 -0.001 0.0068
Si 14.4628 -2.6848 9.6548 0.0016 0.0144 0.0058
O 1.7352 4.5407 17.6895 0.0001 -0.0001 -0.0007
O 9.8514 -9.8924 16.68 0.0015 0.0003 0.0014
O 19.0125 0.7263 12.5339 0 -0.0018 0.0007
O 6.0491 -1.1828 12.5687 -0.0005 -0.0067 0.0058
O 2.9454 -2.9424 19.3992 -0.0098 -0.0035 -0.0058
O 5.9948 6.0821 17.6802 -0.0026 -0.0048 0
O 3.7945 -4.6441 21.2694 -0.0006 -0.0004 0.0033
O 4.4456 7.759 13.4185 0.0027 0.0008 0.0003
O -1.1864 6.4136 11.9916 -0.0015 0.0014 0.0052
O 2.2655 3.9571 10.8466 0.0069 -0.0005 -0.0005
O 14.6174 -7.4478 21.4517 0.0013 0.0041 0.006
O 4.8791 1.1848 16.2793 0.002 0.0009 -0.0008
O 5.6223 1.2713 13.216 -0.0037 0.0006 -0.0009
O 4.2164 4.7723 19.162 0.0043 0.0004 -0.0055
N 2.5492 9.3096 23.5087 -0.0061 0.0498 -0.0675
O 10.3912 4.2561 10.7154 0.0027 0.0018 -0.0124
O 16.6716 3.4046 17.5171 0.0017 0.0014 -0.0017
O 8.0671 -0.1583 18.1797 -0.0042 0.001 0.0048
O 4.2518 -1.875 21.4651 0.0075 -0.0219 -0.0106
O 7.4305 1.8095 16.4103 0.0002 -0.0003 0.0027
O 5.6663 2.5056 22.7319 -0.0006 0.0138 0.0117
O 5.943 -1.1872 17.1051 0.0028 -0.0015 0.002
O -3.2844 -2.8353 18.2622 -0.0004 -0.0005 0.0023
O 1.3947 0.4348 18.8517 0.0004 -0.0014 -0.0013
O -0.8583 -0.7723 19.9407 -0.0055 0.0057 0.0035
O 7.6165 5.581 13.274 -0.0017 -0.0018 -0.0006
O 7.839 5.1308 10.6695 -0.0077 0.0015 -0.0013
O 17.1151 -7.2636 12.2122 -0.0041 -0.0036 -0.0041
O 5.7456 3.2621 14.8509 0.002 -0.0008 0.0041
O 9.9972 -6.1909 14.1754 0 0.0006 0.0007
O -1.8115 -1.4551 13.4236 -0.0059 -0.0065 0.0047
O 3.2246 7.5441 11.0856 0.0027 -0.0108 0.0099
O 1.5088 -5.7072 15.1921 0.0036 -0.0005 0.0063
O 14.6746 3.0103 12.9906 0.0032 0.0008 -0.0002
O 11.3288 -8.1486 15.4315 0.0012 -0.0004 0.0001
O 9.2645 -3.7384 14.571 0.0023 -0.0013 0.0034
O 6.8385 -2.6778 14.4619 0.0013 0.0001 0.0013
O 9.1881 6.3902 21.6946 -0.0215 -0.0264 -0.0061
O -0.5289 0.7584 14.0061 0.0023 0.0012 0.0087
O 0.1475 8.1584 22.5215 -0.0015 -0.0005 0.0148
O 1.7958 4.8071 20.3395 -0.0085 -0.0009 -0.0002
O 7.7112 -5.0909 19.6442 0.0008 -0.0032 0.0032
O 5.6103 -3.3486 19.8439 0.0053 -0.004 0.0025
O 2.4586 -3.9194 16.9445 -0.0012 -0.0019 0.0029
O 1.0797 -1.8683 17.7349 0.001 -0.0003 0.0015
O 3.199 -5.3865 12.772 0.0018 -0.0024 -0.0021
O 3.6785 0.7503 21.9243 0.0001 0.0108 0.0062
O 10.7751 -9.1391 20.4503 -0.0063 0.0034 0.0071
O 10.5341 4.1389 18.9982 0.0035 -0.0023 0.0074
O 6.1307 0.6041 10.6966 0.0104 0.0086 0.0099
O 5.5487 -4.7598 11.6061 0.002 -0.0036 -0.0053
O 12.1602 3.7051 13.1202 -0.0005 0.0005 0.0056
O -4.0432 -6.0767 21.9129 0.0223 -0.0111 0.0073
O 3.9566 4.9565 16.4221 0.0017 -0.0026 0.0007
O 8.9854 -7.1624 20.9641 0.0041 -0.0001 0.0056
O -2.4373 -1.6005 16.0658 -0.0006 -0.0013 0.0011
O 3.3569 -0.6466 17.2706 -0.0046 0 0
O 11.6451 1.9777 10.1471 0.005 0.0105 -0.0068
O 12.1836 0.3072 16.076 0.0008 -0.0024 0.002
O 4.236 9.6882 9.9703 0.0144 0.0069 -0.0264
O 11.4748 -0.4097 8.9546 -0.0136 0.0216 0.0244
O 10.3298 0.0086 11.3944 -0.0075 -0.0064 0.0097
O 4.6356 -1.0784 14.8853 0.0004 0.0006 0.0008
O 0.648 6.67 18.8477 -0.0007 -0.0011 0.0018
H -1.6146 -0.5512 19.3593 0.0073 -0.0042 0.0004

Results
free energy: -133795.721 eV
free energy less fixed offsets of H -15.97, N -385.13, O -568.88, Si -635.61 eV per atom: -1.541 eV

The program warned: the cutoff lies below the one the program advises for these potential files; the forces do not sum to zero within the program's tolerance; the exchange-correlation potential is rough where the density is thin.
